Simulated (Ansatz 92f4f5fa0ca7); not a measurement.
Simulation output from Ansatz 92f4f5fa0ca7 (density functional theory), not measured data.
Periodic cell of 306 atoms, Si196O110, from a study of silicon, its oxide and their interface. The atomic structure is a simulated model.
Doubt: the cutoff is far below the 930 eV that the study's wrapper takes by default for these files, so forces and energies are approximate.
This geometry differs little from another in the collection (a relaxation step or a small displacement).

Settings
functional: PBE
potential files: Ansatz PAW
basis: plane waves
wave-function cutoff: 580 eV
density cutoff ratio: 5
exchange-correlation grid ratio: 1
k mesh: 1 x 1 x 1, Gamma-centred
self-consistency stop: 5e-08 eV per atom in the density residual
occupations: fixed
spin: none
net charge: 0

Cell vectors (angstrom)
a	11.6015	0	0
b	0	10.938	0
c	0	0	42.2427

Atoms: element, x, y, z (angstrom)
Si	0	0	0.9665
Si	3.8672	0	0.9665
Si	7.7343	0	0.9665
Si	1.9336	1.3673	0.9665
Si	5.8008	1.3673	0.9665
Si	9.6679	1.3673	0.9665
Si	0	5.469	0.9665
Si	3.8672	5.469	0.9665
Si	7.7343	5.469	0.9665
Si	1.9336	6.8362	0.9665
Si	5.8008	6.8362	0.9665
Si	9.6679	6.8362	0.9665
Si	1.9336	2.7345	41.2756
Si	5.8008	2.7345	41.2756
Si	9.6679	2.7345	41.2756
Si	0	4.1018	41.2756
Si	3.8672	4.1018	41.2756
Si	7.7343	4.1018	41.2756
Si	1.9336	8.2035	41.2756
Si	5.8008	8.2035	41.2756
Si	9.6679	8.2035	41.2756
Si	0	9.5708	41.2756
Si	3.8672	9.5708	41.2756
Si	7.7343	9.5708	41.2756
Si	0	0	4.8337
Si	3.8672	0	4.8337
Si	7.7343	0	4.8337
Si	1.9336	1.3673	4.8337
Si	5.8008	1.3673	4.8337
Si	9.6679	1.3673	4.8337
Si	0	5.469	4.8337
Si	3.8672	5.469	4.8337
Si	7.7343	5.469	4.8337
Si	1.9336	6.8362	4.8337
Si	5.8008	6.8362	4.8337
Si	9.6679	6.8362	4.8337
Si	1.9336	2.7345	2.9001
Si	5.8008	2.7345	2.9001
Si	9.6679	2.7345	2.9001
Si	0	4.1018	2.9001
Si	3.8672	4.1018	2.9001
Si	7.7343	4.1018	2.9001
Si	1.9336	8.2035	2.9001
Si	5.8008	8.2035	2.9001
Si	9.6679	8.2035	2.9001
Si	0	9.5708	2.9001
Si	3.8672	9.5708	2.9001
Si	7.7343	9.5708	2.9001
Si	-0.6307	1.3967	30.3181
Si	4.0586	-0.0952	31.3758
Si	7.6864	-0.0015	31.694
Si	2.132	2.2573	31.5085
Si	5.8274	1.4489	31.4934
Si	9.7849	0.8938	32.2187
Si	0.3379	5.2999	31.593
Si	3.4197	4.82	31.577
Si	7.6542	5.284	31.146
Si	2.632	8.6508	29.9544
Si	5.8277	6.834	31.147
Si	9.9581	7.5054	31.5915
Si	1.8951	2.8161	33.7455
Si	5.7572	2.7008	33.5401
Si	9.5809	2.749	33.6233
Si	-0.0729	4.0689	33.5748
Si	3.8598	4.0995	33.7348
Si	7.6708	4.1163	33.335
Si	2.0576	8.6852	32.9294
Si	5.6921	8.0438	33.3662
Si	9.4644	8.4304	33.6483
Si	-0.59	10.1816	33.4789
Si	4.0395	9.7077	33.4637
Si	7.4535	9.5851	33.6031
Si	-0.1214	0.1144	35.5788
Si	3.8687	0.0203	35.469
Si	7.6338	0.0284	35.5296
Si	1.8941	1.3196	35.5155
Si	5.7556	1.4179	35.5264
Si	9.5419	1.4547	35.5942
Si	-0.1017	5.462	35.4802
Si	3.852	5.5234	35.5618
Si	7.6906	5.474	35.3472
Si	1.8435	6.7737	35.4874
Si	5.7741	6.8462	35.4218
Si	9.6009	6.8788	35.4402
Si	1.8957	2.7348	37.4122
Si	5.7662	2.7809	37.4368
Si	9.5824	2.7948	37.4874
Si	-0.0557	4.0935	37.4112
Si	3.8213	4.1046	37.4405
Si	7.6787	4.1655	37.3682
Si	1.8976	8.2145	37.3816
Si	5.786	8.1999	37.385
Si	9.6173	8.1972	37.4094
Si	-0.053	9.5632	37.4094
Si	3.8503	9.5633	37.3897
Si	7.6997	9.5714	37.4264
Si	0	0	39.3421
Si	3.8672	0	39.3421
Si	7.7343	0	39.3421
Si	1.9336	1.3673	39.3421
Si	5.8008	1.3673	39.3421
Si	9.6679	1.3673	39.3421
Si	0	5.469	39.3421
Si	3.8672	5.469	39.3421
Si	7.7343	5.469	39.3421
Si	1.9336	6.8362	39.3421
Si	5.8008	6.8362	39.3421
Si	9.6679	6.8362	39.3421
Si	2.0105	2.7466	6.713
Si	5.8545	2.7361	6.7937
Si	9.7097	2.7543	6.7746
Si	0.0688	4.0651	6.7026
Si	3.9372	4.1154	6.7536
Si	7.7676	4.1281	6.8244
Si	1.9677	8.1787	6.8132
Si	5.8596	8.1666	6.8109
Si	9.6966	8.1533	6.7723
Si	0.015	9.5248	6.7594
Si	3.9281	9.5124	6.7401
Si	7.7759	9.5586	6.7708
Si	0.0465	-0.02	8.6559
Si	3.972	-0.0535	8.6376
Si	7.8056	0.0598	8.6505
Si	2.0047	1.2328	8.4963
Si	5.8516	1.3808	8.7512
Si	9.7353	1.3919	8.7077
Si	0.1387	5.3432	8.6517
Si	3.9449	5.4826	8.689
Si	7.7649	5.4588	8.8342
Si	2.0056	6.8098	8.784
Si	5.8606	6.8825	8.838
Si	9.7762	6.6882	8.6508
Si	2.1052	2.3604	10.4925
Si	5.8687	2.7499	10.73
Si	9.7304	2.7245	10.6859
Si	0.1798	3.8705	10.528
Si	3.852	3.9085	10.4201
Si	7.7827	4.1117	10.8212
Si	2.1078	8.2552	10.7059
Si	5.996	8.2915	10.7984
Si	9.9176	8.2029	10.3883
Si	0.1888	9.618	10.6185
Si	3.932	9.72	10.6923
Si	7.9757	9.5314	10.4626
Si	-0.5132	-0.5481	12.772
Si	3.0845	0.7157	12.0072
Si	7.8756	-0.1498	12.4618
Si	1.9942	0.6929	14.1073
Si	5.235	1.4151	12.6381
Si	9.5972	1.3759	12.6102
Si	0.0319	5.5871	13.1856
Si	3.9461	5.1186	13.244
Si	7.0895	5.0305	12.9923
Si	2.4082	7.5618	12.9639
Si	7.1344	7.4098	12.8168
Si	9.5797	7.69	12.6607
O	7.9033	4.2889	14.213
O	2.8751	10.9142	15.3155
O	-3.6151	7.7383	18.7546
O	7.4991	2.0085	15.6261
O	2.4814	8.8271	13.9856
O	10.462	8.9381	13.326
O	11.8935	4.3517	14.2013
O	0.2432	16.0101	11.6675
O	5.5007	4.6529	13.3242
O	1.7295	2.2064	14.6457
O	3.0496	4.4789	14.4399
O	9.6141	2.2607	14.0237
O	3.2199	7.5553	28.9226
O	12.3978	9.7055	32.6995
O	5.9724	8.0345	29.9922
O	1.1779	8.9813	29.3047
O	10.303	8.6356	30.4543
O	-0.3631	10.9516	29.5088
O	11.3917	6.8007	31.916
O	10.3143	2.3312	29.156
O	7.7744	9.9624	30.3477
O	5.7456	2.584	30.2842
O	1.9467	5.4986	31.4766
O	-0.2743	4.8576	30.1354
Si	6.5812	3.2541	29.0566
Si	6.0755	12.1552	15.5958
Si	8.3689	6.6924	24.8561
Si	-0.3963	9.3604	29.2935
Si	3.3736	3.923	19.7467
Si	5.7987	5.3344	21.2702
Si	5.3899	5.9946	24.4408
Si	3.1744	8.1796	25.2493
Si	4.6062	4.4028	27.0011
Si	8.5986	3.0544	15.0337
Si	1.0711	6.3282	22.3012
Si	12.7384	3.4724	21.4429
Si	3.9511	0.0829	25.5585
Si	2.9175	9.2898	15.4894
Si	7.7884	7.3291	17.2052
Si	7.7298	14.2612	19.7837
Si	5.3371	9.7269	19.7084
Si	5.328	1.7333	18.5686
Si	1.0147	4.9963	17.7927
Si	2.3539	13.3777	26.6433
Si	2.4984	6.6847	27.7558
Si	6.624	11.5353	27.2038
Si	1.6483	3.7907	14.9378
Si	9.2687	1.1545	25.6371
Si	9.5635	3.8293	24.2061
Si	6.9736	9.108	29.2135
Si	11.1005	2.6278	27.752
Si	4.9062	7.9165	17.2282
Si	9.4684	4.7243	17.5233
Si	10.7897	10.8716	23.3168
Si	2.5932	8.6804	20.853
Si	2.1012	7.8127	17.9493
Si	2.1784	10.2684	23.3609
Si	7.5365	7.9133	20.3025
Si	10.0521	2.4717	21.538
Si	7.2669	9.3646	15.004
Si	-1.6981	-2.9556	22.4101
Si	1.0065	4.0996	24.2843
Si	-0.3552	5.4109	28.5987
Si	9.3997	7.7491	27.6981
O	10.2357	1.0782	22.321
O	3.5957	5.5631	27.4365
O	2.6961	0.896	26.2356
O	4.3568	8.6023	15.8464
O	6.187	6.9202	16.9713
O	4.1798	8.9443	20.563
O	1.0826	6.0611	28.2218
O	4.0018	9.427	25.9346
O	10.5129	9.4666	22.5755
O	0.7787	11.0536	23.6666
O	1.9238	8.8968	16.7331
O	7.9844	8.1685	28.3676
O	2.4141	8.0593	31.4572
O	6.7425	6.8023	24.8935
O	4.1737	7.0811	24.5711
O	8.8234	2.4937	24.7976
O	10.4945	8.9718	27.8573
O	6.7532	9.3578	20.4572
O	5.8296	4.3265	28.0831
O	6.7949	13.2721	18.909
O	1.0542	6.6203	17.6328
O	8.4915	4.3612	18.7827
O	2.2418	7.3302	21.7317
O	2.1702	8.8125	24.1259
O	9.9292	10.9505	24.6907
O	8.9451	7.5829	23.6425
O	12.5571	5.0841	21.2618
O	3.7879	3.0023	27.1824
O	8.0846	8.6047	16.2076
O	6.3302	10.2333	28.1822
O	1.1283	2.3622	27.7243
O	1.4714	4.1212	16.5057
O	1.1546	3.0788	23.0233
O	6.4909	6.7336	20.7702
O	9.0825	7.3067	26.1755
O	9.4218	3.6331	16.3104
O	5.3758	0.7064	26.113
O	2.2266	7.5265	26.3925
O	-0.1496	13.7039	20.7332
O	5.1428	4.7302	25.4778
O	1.8329	8.5419	19.3989
O	-2.6516	7.9004	21.0979
O	5.0868	11.3342	19.5065
O	8.0008	0.417	26.3432
O	13.0103	5.6299	23.7768
O	3.6256	7.1664	17.9172
O	2.1582	9.9858	21.7449
O	-0.5852	4.7349	18.0774
O	8.8624	6.1311	16.9021
O	5.3994	-1.8159	18.1984
O	-0.4032	7.0064	22.3197
O	11.0666	4.0502	24.802
O	9.6925	3.6916	22.5807
O	2.5807	3.0174	20.8581
O	6.4895	8.2031	14.1365
O	5.5067	5.4332	22.8923
O	6.3059	-0.4	15.5817
O	1.9544	3.5084	25.4585
O	5.2379	12.4099	16.9648
O	4.3881	5.0125	20.4666
O	3.523	0.1294	23.9349
O	8.825	2.3551	20.4947
O	6.8566	4.1283	20.916
O	4.2087	2.8716	18.8496
O	2.1738	4.6281	18.8875
O	10.4264	1.6607	26.6523
O	10.8844	4.2271	27.5434
O	8.6799	5.1129	24.6261
O	13.2685	-3.3984	34.023
O	3.7762	-1.1097	30.0871
O	3.3315	4.6647	11.816
O	8.9254	6.3345	31.0628
O	-3.894	4.1928	29.8615
O	6.9344	1.9661	28.0847
O	5.2717	1.772	14.2653
O	10.1487	6.2643	13.3178
O	12.1338	-0.045	13.9402
O	2.6646	0.751	31.3187
O	17.8411	0.1048	12.4942
O	12.7455	6.7068	13.5277
O	-1.5619	6.4784	28.4784
O	3.8174	6.7465	13.2506
O	8.2498	10.1254	13.9519
O	12.3051	2.2476	30.738
O	3.1677	3.3568	30.8075
O	4.5135	5.8381	30.8852

Results
free energy: -187155.453 eV
free energy less fixed offsets of O -568.88, Si -635.61 eV per atom: 0.907 eV

Forces (eV/angstrom), in the order of the atoms: element, x, y, z
Si	0.0073	0.0366	-0.0019
Si	-0.0125	0.0439	-0.0082
Si	0.0078	0.0219	-0.0014
Si	-0.0002	-0.0052	-0.0041
Si	-0.0027	-0.054	0.0021
Si	0.0006	-0.0197	0.0159
Si	-0.0017	0.0148	-0.0123
Si	0.0026	0.0097	-0.0005
Si	0.0016	0.0933	-0.0085
Si	-0.006	-0.0708	0.0095
Si	-0.0065	-0.0772	0.007
Si	0.0113	-0.0205	-0.0055
Si	-0.0091	0.0073	0.0174
Si	-0.0174	0.0276	0.0188
Si	0.0006	-0.0272	0.044
Si	-0.0084	-0.0268	-0.0099
Si	-0.0192	-0.001	0.0039
Si	-0.0071	-0.1244	-0.0417
Si	-0.0184	0.0743	-0.0267
Si	-0.0265	0.091	-0.0344
Si	0.0004	0.0306	-0.0119
Si	-0.0263	-0.0145	0.0293
Si	0.0003	-0.0363	0.0159
Si	-0.0176	-0.0104	0.0028
Si	-0.0008	-0.0616	0.1283
Si	0.0325	-0.0892	0.0054
Si	0.0503	-0.0926	0.0003
Si	0.1264	-0.1266	-0.2628
Si	0.0491	-0.0164	0.2021
Si	-0.0276	0.0179	0.1231
Si	0.0595	0.1062	-0.2553
Si	0.0746	0.0895	-0.1291
Si	0.0183	0.0203	0.1948
Si	0.0058	-0.0704	0.197
Si	0.1066	-0.1053	0.1523
Si	-0.037	-0.1073	-0.1562
Si	0.0064	-0.0241	-0.0478
Si	0.0151	0.0553	-0.0038
Si	0.0158	0.0285	-0.0172
Si	0.0106	0.0015	-0.006
Si	0.0082	-0.019	0.0165
Si	0.0162	-0.124	0.057
Si	0.0233	0.0927	0.0453
Si	0.0162	0.101	0.0357
Si	0.0137	0.0149	0.0052
Si	0.0047	-0.0155	-0.0242
Si	0.0296	-0.0147	-0.02
Si	0.0178	-0.0044	-0.0229
Si	0.0063	0.0026	-0.0049
Si	0.0034	0.0029	0.0097
Si	-0.0215	0.0434	0.0153
Si	-0.004	0.0337	0.0036
Si	0.0264	-0.0247	0.012
Si	-0.0059	0.0282	-0.0149
Si	-0.0062	-0.0285	0.0274
Si	-0.0001	-0.0133	0.0078
Si	-0.0089	0.0264	-0.0415
Si	0.006	0.0083	0.0057
Si	0.0205	-0.0141	-0.003
Si	-0.0096	-0.0371	-0.0178
Si	-0.0083	0.0187	-0.0149
Si	-0.0059	-0.0041	0.0028
Si	0.0041	-0.0038	-0.0073
Si	0.0292	-0.0062	-0.034
Si	0.0083	-0.0022	-0.0179
Si	-0.0036	-0.0144	0.0156
Si	0.0264	0.0033	-0.017
Si	0.0164	0.0199	-0.0082
Si	0.0185	0.0163	0.0018
Si	-0.0304	-0.0216	0.017
Si	-0.0148	0.0042	-0.0041
Si	-0.0153	-0.0203	0.0143
Si	0.0106	0.0093	0.0086
Si	-0.008	-0.0092	-0.0115
Si	0.0188	0.0007	-0.0147
Si	-0.0107	0.0066	0.012
Si	0.0161	0.0131	-0.0211
Si	-0.0205	-0.0043	-0.0003
Si	0.0107	0.006	-0.008
Si	-0.02	0.0062	-0.009
Si	0.0012	0.0046	-0.0001
Si	0.0179	-0.0414	0.0643
Si	-0.0109	-0.0035	-0.0005
Si	0.0129	-0.0009	-0.0044
Si	0.0016	-0.0124	0.0032
Si	-0.0036	-0.0014	0.0107
Si	0.0042	-0.0029	0.0017
Si	0.0009	0.0087	0.0174
Si	0.0075	0.007	-0.0047
Si	0.0004	0.0005	-0.0008
Si	-0.0009	-0.009	-0.0038
Si	0.001	-0.0099	0.0014
Si	0.0029	-0.0046	0.0005
Si	0.0087	0.002	0.0115
Si	-0.0047	0.0033	0.0071
Si	0.005	0.0013	0.0071
Si	-0.0372	0.006	-0.0472
Si	0.0045	-0.0037	-0.164
Si	-0.0164	0.076	0.0955
Si	-0.0399	-0.0138	0.0161
Si	0.0174	0.0162	0.0067
Si	-0.1097	-0.0353	0.2601
Si	-0.004	0.0365	-0.0265
Si	-0.0528	0.1191	0.1916
Si	-0.0932	0.2393	-0.089
Si	-0.0201	0.0038	-0.1444
Si	0.0023	-0.0401	-0.1026
Si	-0.0414	-0.0596	0.016
Si	0.0035	-0.0019	0.0028
Si	-0.001	-0.0156	0.0027
Si	-0.0047	-0.0013	-0.012
Si	0.0025	0.0055	0.0061
Si	-0.0034	0.0085	-0.0042
Si	0.0002	-0.0007	-0.0075
Si	-0.0056	-0.0159	-0.0002
Si	0.0007	0.0007	-0.0143
Si	-0.0016	-0.02	-0.0039
Si	-0.0049	0.0011	-0.0165
Si	0.0006	0.0113	-0.0037
Si	-0.0002	0.0047	-0.0065
Si	0.0133	0.0069	0.0274
Si	0.0187	0.0024	-0.0111
Si	-0.0198	-0.018	0.0266
Si	-0.009	-0.0013	-0.0161
Si	-0.0148	0.0084	-0.0212
Si	-0.0114	-0.0065	-0.0056
Si	0.0023	-0.0064	-0.0026
Si	-0.0084	0.0043	0.0019
Si	0.0068	0.0028	0.0008
Si	0.0028	-0.0019	-0.0252
Si	-0.0055	-0.0152	-0.0113
Si	-0.0077	0.0137	-0.0145
Si	-0.0049	0.0415	0.005
Si	-0.0182	0.0066	0.0116
Si	0.0398	-0.0081	0.0234
Si	-0.0286	-0.0159	0.0222
Si	0.0122	-0.0292	-0.0282
Si	-0.0341	-0.0043	-0.0067
Si	-0.0115	-0.0219	0.0207
Si	0.0269	0.0138	0.0197
Si	-0.038	-0.0659	0.287
Si	0.0054	-0.0021	-0.0602
Si	-0.0047	0.0072	-0.0011
Si	-0.0076	-0.0037	-0.1073
Si	-0.0696	0.0556	0.0288
Si	0.025	-0.0038	0.0109
Si	-0.0686	0.1112	0.0745
Si	0.0093	-0.0022	0.0334
Si	0.0563	0.0409	-0.0445
Si	0.023	-0.0846	-0.0499
Si	-0.0182	0.0053	-0.0162
Si	0.0131	0.0077	0.0277
Si	-0.0185	-0.0118	0.0313
Si	-0.0025	-0.0186	-0.0064
Si	0.0427	0.0325	0.0283
Si	-0.0904	-0.0192	-0.3955
O	0.011	-0.0055	0.0026
O	0.0004	0.0053	-0.0083
O	-0.0017	-0.0036	-0.0111
O	-0.0062	-0.0003	-0.0017
O	0.0038	0.0245	0.0097
O	0.095	0.0893	0.0748
O	0.0031	-0.0134	0.0079
O	0.0005	-0.0013	-0.0158
O	-0.0174	0.0104	-0.0103
O	-0.0035	-0.0079	-0.0099
O	-0.0042	-0.0064	0.0008
O	-0.0063	0.0222	0.0317
O	0.0029	0.0009	-0.0068
O	0.0096	0.0067	-0.0234
O	0.0206	0.0227	-0.0178
O	-0.0158	0.0059	-0.0071
O	0.0015	0.009	-0.0095
O	-0.0047	0.007	0.0071
O	0.0016	0.005	0.0029
O	-0.0036	-0.0055	-0.0098
O	-0.0038	-0.016	-0.0223
O	0.0072	0.0036	-0.0112
O	-0.0072	0.0262	-0.0054
O	0.0003	0.0087	-0.0108
Si	-0.0002	0.0112	0.0263
Si	-0.0039	0.0099	0.0081
Si	0.0012	0.0004	-0.0041
Si	0.0147	-0.003	0.0098
Si	-0.0034	0	-0.0039
Si	-0.001	0.0022	-0.004
Si	-0.0022	0	-0.0008
Si	0.0015	-0.0016	-0.0058
Si	0.0081	0.0047	0.0072
Si	-0.0115	-0.0033	-0.011
Si	-0.0029	0.0032	-0.0048
Si	-0.0014	-0.004	-0.0082
Si	0.0006	-0.0028	-0.003
Si	0.0012	-0.0118	0.0011
Si	-0.0035	0.0037	0.0001
Si	-0.0031	-0.0036	-0.0029
Si	-0.0032	0.0017	0.0027
Si	0.0026	0.0009	-0.0021
Si	0.0036	0.0037	-0.0045
Si	-0.0012	0.003	0.0074
Si	0	-0.007	0.0017
Si	0.0026	0.0044	0.0035
Si	-0.0102	0.006	0.0089
Si	0.0015	0.0023	-0.0037
Si	-0.0033	0.0004	0.0013
Si	-0.0096	-0.008	-0.0007
Si	-0.006	0.0018	0.0104
Si	0.0021	0.0053	-0.0046
Si	-0.007	0.0019	-0.0002
Si	0.0005	0.0032	-0.0118
Si	-0.0006	0.0023	0.0045
Si	-0.0056	0.0064	-0.0004
Si	-0.0056	0.0044	-0.0089
Si	-0.0032	-0.0006	0.0019
Si	0.0009	-0.0069	-0.0016
Si	-0.0003	-0.0166	-0.0097
Si	0.0062	0.0058	-0.0071
Si	-0.0019	0.0023	-0.0038
Si	-0.0041	-0.0084	0.0101
Si	-0.0052	-0.0129	-0.0004
O	0.0015	0.0029	0.0025
O	-0.0003	-0.0002	-0.0051
O	0.0019	-0.0012	-0.0013
O	-0.005	0.0065	-0.0002
O	-0.0008	-0.001	0.0049
O	0.0014	0.0016	-0.004
O	0.005	0.0039	-0.0055
O	0.0023	0.0012	0.0002
O	-0.0028	-0.0046	0.0022
O	-0.0024	-0.0001	0.0004
O	-0.0055	-0.0016	0.0082
O	-0.0022	0.0022	-0.0007
O	0.0067	0.01	-0.004
O	0.0024	0.0003	-0.0022
O	-0.0029	0.0019	0.0029
O	0.0007	-0.0012	-0.0009
O	0.0022	-0.0015	-0.0026
O	-0.0007	0.0001	0.0005
O	-0.0029	0.0042	-0.0124
O	-0.0075	-0.0032	0.0011
O	-0.0031	-0.0122	0.0079
O	0.0038	0.004	-0.004
O	-0.0026	-0.0016	0.0012
O	0.0035	-0.0014	0.0016
O	-0.004	0.001	0.0046
O	-0.0046	-0.0033	0.0048
O	0.0008	0.0009	0.0032
O	-0.0016	-0.0019	-0.0045
O	0.0019	0.0019	0.0122
O	0.0041	-0.0007	-0.001
O	0.0031	0.0013	-0.0081
O	-0.0027	0.0054	-0.0006
O	-0.0009	0.0016	0.0024
O	0.0003	0.0017	-0.0001
O	0.0017	0.0033	0.0018
O	-0.0028	-0.0005	-0.0011
O	0.0003	-0.0001	0.0007
O	0.0015	0.001	-0.002
O	-0.0012	0.0021	0.0006
O	-0.0024	0.0018	-0.0032
O	-0.0016	-0.0053	-0.0082
O	0.0001	0.0005	0.0053
O	-0.0019	-0.0001	0.0006
O	-0.0014	-0.0005	-0.0011
O	0.0007	-0.0024	0.0005
O	0.0008	0.0012	0.0007
O	0.0022	-0.0049	-0.0006
O	0.0051	0.0033	-0.0019
O	-0.0008	-0.004	0.0033
O	-0.005	-0.0075	-0.0032
O	-0.0013	-0.0001	-0.0005
O	0.0018	-0.0002	-0.0033
O	0.0004	-0.0007	0.0033
O	0	0.0049	-0.0042
O	-0.0067	-0.0057	-0.0136
O	0.0009	0.0019	0.0012
O	-0.0013	0.0034	-0.0021
O	0.001	0	0.0004
O	0.0053	-0.0013	-0.006
O	-0.0006	-0.0007	0.0016
O	0.0029	0.0022	0.0021
O	-0.0019	0.0032	0.0011
O	-0.0017	0.0007	0.0004
O	-0.0015	0.002	0.0019
O	-0.0062	0.0008	-0.0032
O	-0.0006	-0.0002	-0.0023
O	0.0017	-0.0016	-0.0076
O	-0.0006	0.0038	-0.0013
O	-0.0062	0.0126	-0.0321
O	-0.0189	-0.0154	-0.0191
O	-0.0033	-0.0083	-0.0157
O	-0.0007	0.0076	0.0237
O	-0.0111	-0.0204	-0.0151
O	-0.0012	-0.0081	-0.0096
O	-0.0008	-0.0146	0.0473
O	0.0514	-0.0521	0.0637
O	0.0339	0.0054	0.0153
O	0.0025	-0.0208	0.0035
O	-0.0278	-0.0696	-0.0018
O	0.0107	0.0138	0.0027
O	0.0024	0.0087	-0.0051
O	-0.0039	-0.0015	-0.0077
O	-0.0014	0.0149	-0.0193
O	-0.0132	-0.0088	-0.0006
O	0.0125	0.0079	0.0081
O	0.0011	-0.008	0.0019

The program warned: the cutoff lies below the one the program advises for these potential files; the exchange-correlation potential is rough where the density is thin.
